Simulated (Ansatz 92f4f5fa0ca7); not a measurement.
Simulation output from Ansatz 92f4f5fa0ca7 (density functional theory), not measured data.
Periodic cell of 375 atoms, Si241O134, from a study of silicon, its oxide and their interface. The atomic structure is a simulated model.
Doubt: the cutoff is far below the 930 eV that the study's wrapper takes by default for these files, so forces and energies are approximate.

Settings
functional: PBE
potential files: Ansatz PAW
basis: plane waves
wave-function cutoff: 580 eV
density cutoff ratio: 5
exchange-correlation grid ratio: 1
k mesh: 1 x 1 x 1, Gamma-centred
self-consistency stop: 5e-08 eV per atom in the density residual
occupations: fixed
spin: none
net charge: 0

Cell vectors (angstrom)
a  11.6015  0  0
b  0  13.3963  0
c  0  0  41.9454

Atoms: element, x, y, z (angstrom)
Si  0  2.2327  1.1851
Si  3.8672  2.2327  1.1851
Si  7.7343  2.2327  1.1851
Si  1.9336  5.5818  1.1851
Si  5.8008  5.5818  1.1851
Si  9.6679  5.5818  1.1851
Si  0  8.9308  1.1851
Si  3.8672  8.9308  1.1851
Si  7.7343  8.9308  1.1851
Si  1.9336  12.2799  1.1851
Si  5.8008  12.2799  1.1851
Si  9.6679  12.2799  1.1851
Si  1.9336  1.1164  1.9745
Si  5.8008  1.1164  1.9745
Si  9.6679  1.1164  1.9745
Si  0  4.4654  1.9745
Si  3.8672  4.4654  1.9745
Si  7.7343  4.4654  1.9745
Si  1.9336  7.8145  1.9745
Si  5.8008  7.8145  1.9745
Si  9.6679  7.8145  1.9745
Si  0  11.1635  1.9745
Si  3.8672  11.1635  1.9745
Si  7.7343  11.1635  1.9745
Si  1.9336  1.1164  4.3426
Si  5.8008  1.1164  4.3426
Si  9.6679  1.1164  4.3426
Si  0  4.4654  4.3426
Si  3.8672  4.4654  4.3426
Si  7.7343  4.4654  4.3426
Si  1.9336  7.8145  4.3426
Si  5.8008  7.8145  4.3426
Si  9.6679  7.8145  4.3426
Si  0  11.1635  4.3426
Si  3.8672  11.1635  4.3426
Si  7.7343  11.1635  4.3426
Si  0  0  37.6049
Si  3.8672  0  37.6049
Si  7.7343  0  37.6049
Si  1.9336  3.3491  37.6049
Si  5.8008  3.3491  37.6049
Si  9.6679  3.3491  37.6049
Si  0  6.6981  37.6049
Si  3.8672  6.6981  37.6049
Si  7.7343  6.6981  37.6049
Si  1.9336  10.0472  37.6049
Si  5.8008  10.0472  37.6049
Si  9.6679  10.0472  37.6049
Si  0  0  39.973
Si  3.8672  0  39.973
Si  7.7343  0  39.973
Si  1.9336  3.3491  39.973
Si  5.8008  3.3491  39.973
Si  9.6679  3.3491  39.973
Si  0  6.6981  39.973
Si  3.8672  6.6981  39.973
Si  7.7343  6.6981  39.973
Si  1.9336  10.0472  39.973
Si  5.8008  10.0472  39.973
Si  9.6679  10.0472  39.973
Si  0  2.2327  40.7624
Si  3.8672  2.2327  40.7624
Si  7.7343  2.2327  40.7624
Si  1.9336  5.5818  40.7624
Si  5.8008  5.5818  40.7624
Si  9.6679  5.5818  40.7624
Si  0  8.9308  40.7624
Si  3.8672  8.9308  40.7624
Si  7.7343  8.9308  40.7624
Si  1.9336  12.2799  40.7624
Si  5.8008  12.2799  40.7624
Si  9.6679  12.2799  40.7624
Si  2.0852  -5.9423  30.5751
Si  5.3763  -1.6148  31.1885
Si  12.0471  -3.35  25.1192
Si  4.0355  8.4567  31.5167
Si  2.6408  3.3012  30.4634
Si  13.4087  9.7534  20.3829
Si  -4.4852  13.2225  23.7359
Si  7.0465  2.8918  23.2138
Si  12.369  2.071  31.265
Si  -3.6112  4.3806  29.5374
Si  4.223  15.3337  31.5684
Si  5.757  12.1593  33.5876
Si  -5.6796  -0.2864  27.7539
Si  -1.078  0.1616  28.2013
Si  4.5211  7.066  23.6646
Si  -2.9057  6.6121  25.3792
Si  5.2432  6.4038  31.759
Si  15.2902  3.22  16.7053
Si  -2.2632  6.6392  31.3849
Si  2.8446  13.2968  31.6321
Si  11.5716  8.8323  33.5964
Si  2.4592  8.0716  25.496
Si  1.5499  17.5551  27.8166
Si  7.2566  7.8948  31.5208
Si  0.0126  2.2187  33.5454
Si  3.8274  2.2522  33.8542
Si  6.9248  0.025  30.494
Si  2.0971  5.5343  33.5961
Si  10.5954  10.1274  29.0933
Si  9.6443  5.6771  33.5818
Si  -4.9366  15.5552  31.5033
Si  3.83  8.9695  33.7879
Si  7.6373  8.81  33.713
Si  2.0239  12.4012  33.6935
Si  5.7332  8.8388  27.9531
Si  9.6284  12.2649  33.2278
Si  1.8629  1.1697  34.5853
Si  5.7444  1.0159  34.4967
Si  9.6143  1.0811  34.2295
Si  0.0319  4.4917  34.2632
Si  3.8894  4.4514  34.6353
Si  7.7336  4.5089  34.419
Si  1.9178  7.7599  34.4461
Si  5.727  7.8662  34.6813
Si  9.6364  7.8311  34.5361
Si  -0.0019  11.1844  34.1736
Si  3.8458  11.1872  34.5469
Si  7.759  11.1241  34.2783
Si  1.9268  1.1255  36.8978
Si  5.7981  1.0908  36.8438
Si  9.662  1.1081  36.7077
Si  0.0026  4.4745  36.7222
Si  3.8664  4.4606  36.9316
Si  7.7397  4.4719  36.799
Si  1.9305  7.8046  36.8144
Si  5.7953  7.8263  36.9608
Si  9.6646  7.8218  36.8682
Si  -0.0026  11.1664  36.6819
Si  3.8681  11.1598  36.8756
Si  7.744  11.1595  36.7285
Si  -0.0039  0.0033  5.207
Si  3.8638  -0.0034  5.1521
Si  7.7419  -0.013  5.1674
Si  1.9257  3.3913  5.2193
Si  5.783  3.3305  5.1126
Si  9.665  3.3613  5.1397
Si  -0.0219  6.7071  5.165
Si  3.985  6.6203  5.213
Si  7.7274  6.7313  5.0896
Si  1.9305  10.0526  5.0457
Si  5.7966  10.0419  5.0311
Si  9.6717  10.062  5.093
Si  -0.057  0.0515  7.6389
Si  3.8083  0.0082  7.5375
Si  7.6984  -0.0017  7.563
Si  1.8226  3.5059  7.6631
Si  5.6124  3.4896  7.4675
Si  9.5613  3.4302  7.5096
Si  -0.3263  6.7914  7.5431
Si  5.1019  5.9128  7.3537
Si  7.3539  6.8547  7.4048
Si  1.8008  10.1675  7.3471
Si  5.717  10.0963  7.3325
Si  9.6144  10.1701  7.4313
Si  -0.0837  2.3347  8.3578
Si  3.7585  2.2603  8.3228
Si  10.7608  -1.9427  13.8377
Si  1.3452  5.6759  8.7867
Si  3.4108  6.9171  8.6621
Si  9.225  5.6772  8.2769
Si  -0.0689  9.0652  8.2544
Si  3.7245  9.2307  8.2464
Si  7.665  9.1107  8.1899
Si  1.8872  12.279  8.3571
Si  5.9007  11.3668  10.5021
Si  9.6449  12.2922  8.5261
Si  -3.5138  2.0408  10.5189
Si  3.7099  1.9331  10.6798
Si  2.3074  7.4571  18.5142
Si  1.6793  2.0243  14.3173
Si  3.9735  9.9606  10.5118
Si  7.4358  7.7048  11.2071
Si  -4.3129  5.4729  19.0105
Si  5.7544  12.2429  8.2751
Si  9.1268  5.8778  10.6481
Si  3.6716  12.5364  16.4679
Si  7.8242  9.9148  10.4678
Si  11.904  8.0376  12.1156
Si  4.5596  4.6621  12.0324
Si  0.2197  3.9698  12.3299
Si  5.205  -2.547  18.4769
Si  4.223  -2.0803  21.3753
Si  -0.2969  2.1941  10.7341
Si  9.416  3.5279  14.015
Si  7.6064  2.2973  8.2183
Si  6.3432  13.3217  14.9601
Si  5.2014  4.3795  24.9005
Si  5.4537  7.7883  18.141
Si  1.6757  10.7182  15.3941
Si  10.2278  8.6232  14.7648
O  11.9379  23.235  21.0886
O  27.1863  4.2877  20.3579
O  22.2733  41.9033  27.7678
O  -6.4353  10.3398  22.2732
O  8.1504  9.9532  16.7741
O  11.3895  -18.5626  15.8704
O  -5.9493  12.7501  24.2837
O  9.9268  13.4907  29.7308
O  -14.1615  16.8208  28.7457
O  -4.6204  1.2825  23.0437
O  -12.5889  14.6887  16.4166
O  14.0871  13.9793  19.9661
O  13.8386  -5.191  20.0127
O  2.895  20.0374  14.7017
O  -19.4839  12.0613  30.9111
O  5.1747  2.5369  17.0035
O  14.0534  3.1721  28.779
O  0.6789  25.9  18.2337
O  18.8026  14.4457  18.1415
O  22.1748  -8.9552  13.3237
O  34.5422  22.7797  30.333
O  20.0052  -18.6517  24.8996
O  -16.1631  9.1432  27.0076
O  11.0794  -10.9109  30.3056
Si  11.5475  21.579  17.5257
Si  10.651  21.3948  27.0966
Si  -3.1812  8.9679  21.3665
Si  20.0702  13.5665  18.7265
Si  1.7229  19.3183  23.5571
Si  6.2301  5.7973  27.2478
Si  -0.13  21.4489  31.3256
Si  -3.2171  12.213  26.1998
Si  9.1118  12.3984  30.6821
Si  12.5798  3.9014  24.7069
Si  11.0516  14.5014  14.8614
Si  2.0802  11.4874  10.6442
Si  14.68  15.6026  23.8158
Si  -7.0873  -0.1448  25.3398
Si  22.3115  1.8854  17.9215
Si  15.3228  0.9254  21.0205
Si  7.5443  8.6732  15.9804
Si  9.4856  6.6339  19.4317
Si  2.8433  8.1504  14.0543
Si  4.167  5.5994  14.8243
Si  -8.993  17.7943  19.4398
Si  0.2334  9.84  10.5079
Si  6.1189  13.3873  11.7281
Si  13.3519  20.5634  28.2927
Si  8.5425  3.7082  16.9683
Si  5.3765  16.8067  20.5633
Si  12.5139  10.9207  17.7564
Si  13.6489  13.8429  11.6794
Si  19.176  22.812  25.4909
Si  -3.8594  -1.8845  16.9101
Si  3.7715  -2.1995  27.4171
Si  8.5126  11.8558  21.2914
Si  -1.7164  11.0968  10.7474
Si  5.8194  9.0179  23.0005
Si  5.801  7.9047  13.9149
Si  3.0373  32.2427  31.3363
Si  5.7399  5.6581  33.9066
Si  10.5975  16.3694  28.8108
Si  7.5893  15.6479  33.6637
Si  5.8358  9.4784  30.3287
Si  23.8886  11.3637  27.8084
Si  23.3077  18.4776  21.1878
Si  10.8524  10.3462  22.208
Si  -3.9049  17.468  11.61
Si  29.9887  2.0925  16.9107
Si  11.681  5.9199  10.9638
Si  1.6861  13.8047  18.5295
Si  -1.752  17.6979  23.5495
Si  4.4087  7.4441  10.6516
O  -16.6307  -22.7179  19.6102
O  5.4982  9.283  18.7946
O  -6.4784  4.8249  26.4876
O  21.4209  14.43  18.9745
O  2.4618  36.0775  15.1729
O  -20.8166  21.4932  27.1149
O  9.7013  1.8643  10.791
O  -10.1086  42.717  23.974
O  14.8024  -20.4114  22.9441
O  -9.3192  19.2557  18.8124
O  20.8003  32.5188  24.0921
O  30.101  5.0472  28.529
O  19.2421  25.5533  22.6323
O  14.3879  37.3349  21.4114
O  -0.8603  -0.4768  14.5475
O  -9.3213  11.036  28.0646
O  -3.5704  17.128  13.193
O  -6.0736  47.3798  27.7946
O  23.3405  7.3302  28.0946
O  9.9255  23.6455  14.6027
O  -3.4192  13.2834  24.9817
O  2.3137  14.2674  13.2907
O  15.7003  11.1943  17.3162
O  9.6829  9.2103  22.3821
O  12.9748  16.7782  13.3939
O  8.8304  21.3222  15.2865
O  -0.0078  17.5631  28.3311
O  19.3762  18.4558  17.4927
O  22.3252  21.4617  13.3008
O  6.3418  36.4222  24.442
O  15.5918  -5.658  25.0776
O  17.7207  17.9364  11.5734
O  -13.823  10.9821  29.839
O  21.5215  16.7437  17.876
O  12.0098  24.6645  26.1859
O  3.4662  14.2718  24.6593
O  14.4723  -10.0081  18.141
O  14.8784  15.3295  22.2267
O  4.7246  25.5566  28.3582
O  44.6156  33.5102  26.5642
O  -10.0557  3.7708  26.242
O  0.472  -12.5711  11.3049
O  1.4563  6.9508  24.821
O  -0.2845  9.7878  17.9713
O  13.5904  10.4731  18.9216
O  -7.2585  8.5036  13.4555
O  7.083  21.827  22.1248
O  20.496  12.4085  17.6286
O  5.0156  14.5343  11.3088
O  18.0672  3.3786  24.6604
O  -5.526  16.9183  22.0496
O  18.9707  6.0176  26.0994
O  -1.4857  -1.6668  21.6806
O  15.6087  -22.0435  16.1941
O  13.8024  19.0323  27.9602
O  10.1675  11.6562  12.3248
O  15.4831  30.3324  24.3799
O  16.3783  24.9044  19.8697
O  36.2201  27.3156  30.9711
O  0.4281  12.9304  28.1937
O  -0.6792  17.2534  24.7113
O  11.2109  8.8056  25.789
O  18.1007  22.487  14.7943
O  18.59  1.3499  15.4427
O  18.6349  12.1087  27.106
O  4.487  -3.6647  27.3437
O  -1.3224  20.6927  18.1129
O  5.4463  32.5458  24.0187
O  12.2834  15.1145  18.38
O  29.8369  0.5767  28.9184
O  32.8159  26.1029  27.1394
O  -8.7092  27.0345  17.4109
O  5.268  27.4376  26.5807
O  -7.7673  7.6312  17.8019
O  18.9173  12.0977  15.4457
O  17.6401  19.9746  19.0935
O  13.5943  9.5306  24.9235
O  6.5266  25.0158  17.9768
O  8.1299  26.385  20.2045
O  0.7863  6.1629  22.2198
O  24.9888  34.9596  12.8264
O  17.1175  33.3263  14.7753
O  3.7309  25.3354  25.9447
O  4.0706  19.5959  11.721
O  25.9377  2.4526  15.5549
O  -4.4536  16.8635  30.5952
O  20.7495  -9.3199  15.5058
O  21.566  1.9809  13.9763
O  -0.8688  5.8478  20.1396
O  -2.9879  30.0989  23.2048
O  -4.9897  34.5699  16.9754
O  3.6905  -9.9018  11.2815
O  19.1388  0.6366  11.2138
O  8.0607  -16.3857  20.6693
O  -3.0209  -2.6798  25.5581
O  4.3018  17.88  13.6341
O  8.9037  -5.4948  20.2667
O  9.8456  -4.3299  28.0631
O  4.9201  13.2406  15.7434
O  12.3086  10.9083  14.056
O  -14.2429  5.4975  30.2351
O  14.2972  11.9965  15.2815
O  11.5094  10.5622  23.6784
O  -0.9143  4.2307  22.1397
O  15.7147  -0.4888  21.7894
O  6.0503  7.3816  10.3187
O  6.8686  34.3124  12.7533
O  16.5422  1.8143  20.2994
O  1.2631  17.5623  20.4128
O  6.1444  -0.1542  13.3601

Results
free energy: -229398.589 eV
free energy less fixed offsets of O -568.88, Si -635.61 eV per atom: 13.341 eV

Forces (eV/angstrom), in the order of the atoms: element, x, y, z
Si  -0.0319  -0.018  0.038
Si  0.0023  0.0748  0.0182
Si  0.0216  -0.0018  0.0434
Si  0.0079  -0.021  -0.0416
Si  -0.013  0.0172  -0.0058
Si  0.0138  -0.0336  0.0306
Si  -0.078  0.0232  0.1085
Si  0.042  0.0299  -0.0054
Si  -0.0057  0.0068  -0.0225
Si  -0.0088  -0.0621  0.0086
Si  0.0199  0.0184  -0.0433
Si  -0.0043  -0.0362  -0.0529
Si  -0.0329  0.0684  -0.0465
Si  0.0021  -0.0858  -0.0168
Si  0.0216  -0.0259  0.0032
Si  0.0335  0.0481  0.0066
Si  -0.106  -0.0708  0.0208
Si  -0.0285  0.0084  -0.0088
Si  0.1445  -0.1812  -0.0562
Si  -0.0612  -0.004  0.0016
Si  -0.0133  0.0371  -0.0073
Si  -0.0437  0.137  0.0095
Si  -0.0248  0.0744  -0.0022
Si  0.0215  0.0543  0.0056
Si  -0.1022  0.2074  0.6274
Si  0.086  -0.2569  0.1453
Si  0.0314  -0.0625  0.289
Si  0.0052  0.106  0.2158
Si  -0.0625  -0.22  -0.3068
Si  -0.1562  0.0713  0.1042
Si  0.3536  -0.4219  0.7879
Si  0.05  -0.085  -0.7433
Si  0.1308  0.1093  -0.0962
Si  -0.0815  0.302  -0.2816
Si  -0.0409  0.2446  -0.3513
Si  0.0982  0.1593  -0.2784
Si  -0.3245  -0.1938  -0.3341
Si  -0.002  -0.0393  0.3637
Si  0.2304  -0.1782  -0.3006
Si  -0.3492  0.1841  0.2797
Si  0.2443  -0.1465  0.0763
Si  0.1201  -0.1029  -0.5861
Si  0.0513  -0.1887  -0.0758
Si  -0.2337  0.0433  0.533
Si  0.0991  -0.1504  0.3217
Si  -0.3007  0.0157  -0.3032
Si  0.2388  0.3766  0.2736
Si  0.1106  0.3069  -0.3252
Si  -0.1316  -0.1053  0.0117
Si  0.0036  0.0194  -0.0261
Si  0.0842  -0.0593  -0.0016
Si  -0.1396  0.089  0.0227
Si  0.0894  -0.0245  0.0078
Si  0.0607  -0.0473  0.0408
Si  0.0232  -0.0971  0.0114
Si  -0.1045  0.0192  -0.0055
Si  0.0293  -0.0707  0.0007
Si  -0.1137  0.0125  0.0132
Si  0.1068  0.1813  0.0025
Si  0.0124  0.1219  0.0464
Si  0.0305  0.0265  -0.0212
Si  -0.0082  -0.072  -0.0351
Si  -0.023  0.0005  -0.0382
Si  0.0049  0.0104  0.0775
Si  0.0018  0.0072  0.0122
Si  -0.0133  0.0465  -0.0104
Si  0.0481  -0.0038  -0.0587
Si  -0.0184  -0.0443  -0.0406
Si  -0.0155  -0.009  -0.0143
Si  0.0168  0.0567  -0.0221
Si  -0.0226  -0.0308  0.0491
Si  0.0047  0.0283  0.0548
Si  0.0164  -0.006  0.0029
Si  -0.0225  0.0111  -0.0008
Si  0.0013  -0.0005  0.0022
Si  -0.0319  0.0068  -0.0337
Si  0.0033  0.0043  -0.0023
Si  -0.0011  0.0036  0.0062
Si  0.0007  0  0.0041
Si  0.0004  -0.0038  0.0044
Si  -0.004  -0.0014  0.0013
Si  -0.0017  0.0045  0.008
Si  0.0109  0.0039  0.0035
Si  -0.001  -0.0025  0.0084
Si  0.0068  0.0086  0.0015
Si  -0.0019  0.0021  -0.0017
Si  -0.0062  -0.0159  0.0043
Si  -0.0001  -0.001  0.0024
Si  0.0668  -0.0024  -0.0152
Si  0.0006  0.0015  -0.0013
Si  0.0035  -0.0059  0.0018
Si  -0.0071  -0.0081  0.016
Si  -0.0032  -0.0012  0.002
Si  -0.005  0.0027  0.0069
Si  0.0002  -0.0011  0.0051
Si  -0.0112  -0.0076  0.015
Si  0.0008  -0.0044  0.0016
Si  -0.0093  -0.0124  -0.0036
Si  0.0029  0.0019  -0.0075
Si  0.0024  -0.0123  -0.0098
Si  0.0016  0.0019  0.0059
Si  0.001  0  0.0009
Si  -0.0053  0  -0.0033
Si  -0.0081  0.0108  0.0313
Si  -0.0023  -0.0047  0.0028
Si  0.0025  0.0036  -0.0085
Si  -0.0011  -0.0028  -0.0006
Si  -0.0044  -0.002  -0.0024
Si  0.0037  0.0042  -0.0024
Si  -0.0047  -0.0061  -0.0053
Si  0.0056  -0.0008  -0.0008
Si  0.0086  0.0052  -0.001
Si  0.0023  0.0151  -0.0094
Si  -0.0007  0.0038  -0.0015
Si  0.008  0.0025  -0.009
Si  0.0106  0.0119  -0.0115
Si  -0.0037  0.0005  -0.0062
Si  0.0013  0.0011  0.0006
Si  0.0021  0  -0.005
Si  -0.001  0.0003  -0.0048
Si  -0.0013  -0.0015  -0.0039
Si  0.0021  -0.0039  -0.0006
Si  -0.002  0.0009  0.0001
Si  -0.0011  -0.0008  -0.0034
Si  0.0009  -0.0045  -0.0007
Si  -0.0023  -0.001  -0.0007
Si  0.0007  0.0034  0.0015
Si  -0.0022  -0.0009  0.0066
Si  0.0008  0.0014  -0.0014
Si  0.0008  -0.0027  -0.0002
Si  -0.0006  -0.0026  0
Si  0  -0.0004  -0.0023
Si  0.0027  0.0011  0.0006
Si  0.0012  -0.0029  0.0012
Si  0.0005  -0.0013  0.0004
Si  -0.0012  0.0015  0.0006
Si  0.0019  -0.0005  -0.0015
Si  0.0007  0.0006  0.0008
Si  -0.0039  -0.0001  0.0002
Si  0.0006  -0.0034  -0.0044
Si  0.0008  0.0006  -0.0026
Si  0.0015  0.0019  0.0001
Si  0.0014  0.0006  0.0062
Si  0.0002  -0.0003  0.0033
Si  -0.0085  0.0044  -0.0015
Si  -0.0125  0.0006  -0.0021
Si  -0.0013  -0.0002  -0.0046
Si  -0.0022  -0.0016  -0.0026
Si  -0.0048  0.0009  -0.0024
Si  -0.0043  -0.0018  -0.0004
Si  -0.002  0.004  -0.0038
Si  -0.0028  0.0005  -0.0019
Si  0.0002  0.0055  -0.0008
Si  0.0037  0.0067  -0.0009
Si  0.0087  0.0005  -0.0095
Si  0.0189  0.0091  -0.008
Si  0.0044  -0.0017  -0.0031
Si  0.0033  -0.0015  0.0112
Si  -0.0055  -0.0014  -0.0093
Si  -0.0027  -0.0014  0.0068
Si  -0.0037  0.0013  -0.0039
Si  0  -0.0014  0.001
Si  -0.0074  -0.0025  0.0077
Si  -0.0025  -0.0062  -0.0026
Si  -0.0225  -0.0101  0.0054
Si  0.0126  -0.0031  0.0009
Si  0.0001  0.0076  -0.0048
Si  0.0023  -0.0049  0.005
Si  0.0022  -0.0073  -0.0037
Si  -0.0085  -0.0069  -0.022
Si  0.0084  -0.0071  0.001
Si  -0.0008  -0.0077  -0.0015
Si  -0.0029  -0.0137  0.0095
Si  -0.0034  0.001  0.0058
Si  -0.0078  -0.0037  -0.0004
Si  0.0073  -0.0063  0.0034
Si  0.0014  -0.0007  -0.0062
Si  0.0062  0.0018  0.0017
Si  0.0057  -0.0001  -0.0055
Si  0.0004  -0.0016  -0.0049
Si  -0.0027  0.005  -0.0016
Si  -0.0046  -0.0055  0.0084
Si  0.0026  0.0006  0.0008
Si  0.001  0.0016  0.001
Si  0.0016  -0.0083  -0.0009
Si  -0.0024  0.0015  -0.0026
Si  0.0043  0.0013  -0.0017
Si  0.003  -0.0055  -0.0032
Si  0.0008  -0.0035  0.004
Si  0.0028  0.0014  -0.0026
Si  0.0014  -0.002  -0.0076
Si  -0.0057  -0.0024  -0.008
O  0.0026  -0.003  -0.0047
O  -0.0004  0.0007  -0.0009
O  0  -0.001  0
O  0.0004  -0.0029  -0.0003
O  0.0019  -0.0009  0.0023
O  0.0028  -0.0013  0.0057
O  -0.0013  -0.0028  -0.003
O  0.0004  -0.0033  -0.0029
O  0.0009  -0.0046  -0.0037
O  -0.0008  0.0003  -0.0022
O  -0.0026  -0.003  0.0029
O  -0.0016  -0.0015  -0.003
O  -0.001  -0.0025  -0.0019
O  -0.0022  -0.0004  0.0012
O  0.0249  0  0.004
O  0.0017  -0.002  -0.0003
O  0.0002  -0.002  0.0009
O  -0.001  -0.0063  -0.0033
O  -0.0016  0.0004  -0.0021
O  0.0032  -0.0008  -0.0011
O  -0.0024  0.0041  -0.0081
O  -0.001  -0.0004  -0.0024
O  -0.0018  -0.0005  0.0005
O  0.0052  -0.0061  0.0055
Si  -0.0064  0  -0.0019
Si  0.0044  -0.0046  -0.0015
Si  0.0011  0.0044  0.0022
Si  -0.0007  -0.0029  0.0001
Si  -0.0005  0.0004  -0.0017
Si  0  -0.0021  0.003
Si  -0.0028  0.0004  0.0016
Si  0.001  0.0024  0.0024
Si  -0.0059  0.001  0.0157
Si  0.0004  -0.0037  0.0032
Si  0.0042  0.005  -0.0041
Si  -0.0023  -0.0005  -0.0019
Si  -0.0011  -0.003  0.0045
Si  0.0018  0.0006  0.0028
Si  0.0005  -0.0013  0.0019
Si  0.0002  -0.0001  0.0034
Si  -0.0031  0.0018  -0.006
Si  -0.0011  -0.0044  0.0034
Si  0.0053  -0.0026  -0.0082
Si  0.0047  0.0031  -0.0032
Si  0  -0.0034  0.0001
Si  0.0109  -0.0018  -0.0086
Si  -0.0006  -0.0051  -0.0089
Si  0.0056  0.0013  0.0146
Si  -0.001  -0.0044  -0.0046
Si  -0.0007  -0.0049  0.0042
Si  -0.0012  0.0049  0.0105
Si  0.0077  -0.001  -0.01
Si  0.0026  0.0003  0.0032
Si  0.0004  -0.0007  -0.0019
Si  -0.0014  -0.0008  -0.0035
Si  0  0.0009  0.0036
Si  -0.0044  0.0035  -0.0042
Si  0.0012  0.0037  -0.0001
Si  -0.0012  -0.0001  -0.0029
Si  -0.0483  -0.0027  0.0077
Si  -0.0062  -0.0184  0.0134
Si  0.0026  -0.0007  -0.0054
Si  -0.0022  0.0012  0.0005
Si  -0.0041  -0.01  0.0058
Si  0.0031  0.0009  0
Si  0.0032  -0.0009  0.0071
Si  -0.0017  0.0019  0.0044
Si  -0.0035  0.0048  0.0029
Si  0.0014  -0.0038  -0.0001
Si  0.0036  0.0052  -0.0096
Si  0.0019  0.0002  0.002
Si  0  -0.0017  0.005
Si  -0.0069  0.0162  0.0022
O  0.0021  0.0045  -0.0017
O  -0.0004  -0.0014  0.0004
O  -0.0003  -0.0004  -0.0036
O  0.0013  0.0011  -0.0012
O  -0.0025  0.0026  0.0052
O  0.0008  -0.0004  -0.0055
O  -0.0046  0.0059  -0.0001
O  0.0006  -0.0007  -0.0027
O  0.0051  0.0028  -0.0009
O  -0.0024  0.0033  -0.0013
O  0.0001  -0.0009  -0.0016
O  -0.0004  0.0012  -0.0036
O  0.0006  -0.002  -0.003
O  -0.0017  -0.0022  -0.0011
O  -0.0007  0  0.0037
O  -0.002  -0.0013  -0.0008
O  0.0048  -0.0023  0.0049
O  -0.0003  0.0029  -0.0001
O  -0.0063  0.0005  -0.0057
O  0.0008  0.0015  0.003
O  -0.0001  -0.0012  -0.0007
O  0.0014  0.0018  0.0099
O  -0.0024  -0.0017  -0.0008
O  -0.0008  -0.0026  -0.0036
O  0.0014  0.0059  -0.0015
O  0.0024  -0.0009  0.0011
O  -0.0012  0.0006  -0.002
O  0.001  0.0045  0.0008
O  -0.0016  0.001  0.0048
O  -0.0019  -0.0027  -0.0043
O  0.004  -0.0002  -0.0052
O  0.0032  -0.0023  -0.0007
O  0.004  -0.0083  -0.0076
O  0.0001  0.0007  -0.0009
O  -0.0001  -0.0007  0.0003
O  -0.001  -0.0009  -0.002
O  -0.0004  -0.0007  0.0001
O  0.0004  -0.0011  -0.0033
O  -0.0049  -0.0008  0.0029
O  -0.0006  -0.0013  -0.0002
O  -0.0005  -0.0015  -0.0031
O  -0.0051  0.0043  -0.0011
O  0.0017  -0.0027  -0.0039
O  0.0012  -0.0037  -0.0016
O  -0.0018  -0.0016  -0.0047
O  -0.0024  0  0.0025
O  -0.0014  -0.0033  -0.0007
O  0.0001  -0.0003  -0.0003
O  0.0018  -0.0002  0.0046
O  -0.0001  -0.0011  -0.0018
O  -0.0003  0.0004  -0.0034
O  -0.0006  -0.001  -0.0035
O  0.0002  -0.0025  -0.0019
O  -0.0001  -0.0015  0.0013
O  0.0006  -0.0012  -0.0029
O  -0.0008  0.0012  0.0063
O  -0.0002  0.0019  -0.0016
O  0  -0.0008  -0.0015
O  0.0066  -0.0018  -0.0007
O  0.0001  -0.0009  0.0006
O  -0.0007  -0.0005  -0.0026
O  -0.0005  -0.0019  -0.0002
O  0.0009  0.0004  0.0042
O  0.0001  0.0024  0.0024
O  0.0008  -0.0074  -0.0017
O  0.002  -0.0023  -0.0022
O  0.0032  0.0022  -0.001
O  -0.001  0.0065  -0.0045
O  -0.0002  -0.0011  -0.001
O  -0.0014  -0.0038  -0.0005
O  0.0004  -0.0023  -0.0022
O  -0.0001  -0.0008  -0.0014
O  -0.0004  -0.002  -0.002
O  -0.0053  0.0001  0.0013
O  0.0007  0.0002  0.0002
O  0.0023  -0.0037  0.0019
O  0.0005  -0.0014  -0.0022
O  -0.0026  -0.0001  0.0013
O  0.0003  -0.0012  -0.0009
O  -0.0006  -0.0023  -0.0026
O  -0.0001  0.0008  0.0022
O  -0.002  -0.0042  0.0016
O  -0.0014  -0.0023  0.0002
O  0.002  -0.0104  0.0079
O  -0.0005  -0.0002  -0.002
O  -0.003  -0.0011  0.0021
O  0.0006  -0.0006  0.0052
O  -0.0016  -0.0037  -0.0007
O  0.0014  0.0011  -0.0029
O  0.0006  -0.0008  -0.0024
O  0.0001  -0.0026  0.0013
O  -0.0001  0.0048  0.0061
O  0.0025  0.0029  -0.0018
O  0.0006  -0.0035  -0.0006
O  0  -0.002  -0.0013
O  0  -0.0046  0.0012
O  0.0008  0.0013  -0.0036
O  -0.0042  -0.0029  0.001
O  -0.0029  0.0006  0.0011
O  0.0048  -0.0012  0.0014
O  -0.0015  0.0017  0.0001
O  -0.0038  -0.0024  -0.0011
O  -0.0003  -0.0019  -0.003
O  -0.0016  -0.0009  -0.0041
O  0.0005  -0.0026  -0.0014
O  0.0033  0.0001  -0.0053
O  0.0066  -0.0013  0.0015
O  0.001  0.0011  -0.0017
O  0  0.0002  -0.0016
O  0.0007  -0.0003  0.0089

The program warned: the cutoff lies below the one the program advises for these potential files; the exchange-correlation potential is rough where the density is thin.
